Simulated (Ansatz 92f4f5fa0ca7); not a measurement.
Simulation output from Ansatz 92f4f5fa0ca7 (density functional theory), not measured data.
Periodic cell of 214 atoms, Si131O81B2, from a study of silicon, its oxide and their interface. The atomic structure is a simulated model.
Doubt: the cutoff is far below the 930 eV that the study's wrapper takes by default for these files, so forces and energies are approximate.
This geometry differs little from another in the collection (a relaxation step or a small displacement).

Settings
functional: PBE
potential files: Ansatz PAW
basis: plane waves
wave-function cutoff: 580 eV
density cutoff ratio: 5
exchange-correlation grid ratio: 1
k mesh: 1 x 1 x 1, Gamma-centred
self-consistency stop: 5e-08 eV per atom in the density residual
occupations: fixed
spin: none
net charge: 0

Cell vectors (angstrom)
a  10.938  0  0
b  0  10.938  0
c  0  0  31.5432

Atoms: element, x, y, z (angstrom)
Si  10.3158  0.4746  24.2113
Si  6.1071  10.4151  24.2568
Si  2.0578  3.259  24.0696
Si  8.6834  2.2475  24.2781
Si  0.4392  5.116  24.1103
Si  5.0711  5.9615  24.2099
Si  3.386  7.6543  24.1604
B  7.5478  8.8549  24.7484
Si  1.2428  1.4196  25.3802
Si  6.8893  1.3189  25.4759
Si  4.0077  4.126  25.2999
Si  9.6301  4.1051  25.3831
Si  1.463  6.8374  25.3438
Si  6.8921  7.0353  25.3474
Si  4.1838  9.5533  25.3356
Si  9.3577  9.5434  25.3777
Si  2.7262  0.0201  26.615
Si  8.1756  0.0108  26.954
Si  -0.0175  2.7627  26.8666
Si  5.4175  2.7459  26.6477
Si  2.7305  5.4601  26.8124
Si  8.2036  5.5287  26.6445
Si  -0.022  8.2217  26.6193
Si  5.4542  8.2564  26.8754
Si  4.0794  1.3729  28.0582
Si  9.5813  1.3894  28.2097
Si  1.3691  4.1125  28.1722
Si  6.814  4.1287  28.0257
Si  4.0944  6.8208  28.1638
Si  9.5895  6.8412  28.066
Si  1.3565  9.586  28.0249
Si  6.8147  9.5807  28.2322
Si  0.0245  -0.0123  29.4919
Si  5.4281  0.0382  29.5126
Si  2.7414  2.7272  29.492
Si  8.1599  2.7724  29.4817
Si  -0.0122  5.486  29.4978
Si  5.4809  5.459  29.4863
Si  2.7111  8.2263  29.4673
Si  8.2242  8.1828  29.4983
Si  1.3673  1.3673  30.8594
Si  6.8362  1.3673  30.8594
Si  4.1018  4.1018  30.8594
Si  9.5708  4.1018  30.8594
Si  1.3673  6.8362  30.8594
Si  6.8362  6.8362  30.8594
Si  4.1018  9.5708  30.8594
Si  9.5708  9.5708  30.8594
Si  2.7345  0  0.6835
Si  8.2035  0  0.6835
Si  0  2.7345  0.6835
Si  5.469  2.7345  0.6835
Si  2.7345  5.469  0.6835
Si  8.2035  5.469  0.6835
Si  0  8.2035  0.6835
Si  5.469  8.2035  0.6835
Si  4.1115  1.3536  2.0549
Si  9.5398  1.3861  2.0446
Si  1.3334  4.1313  2.0593
Si  6.8484  4.0785  2.0553
Si  4.0794  6.8598  2.043
Si  9.5909  6.8157  2.0535
Si  1.3733  9.564  2.0562
Si  6.8296  9.5747  2.0688
Si  -0.0418  -0.008  3.3613
Si  5.4614  -0.0078  3.4862
Si  2.6988  2.7248  3.3599
Si  8.1826  2.7047  3.4954
Si  -0.0244  5.4716  3.5137
Si  5.4562  5.4726  3.348
Si  2.7332  8.2082  3.4823
Si  8.2215  8.1849  3.39
Si  1.2889  1.3747  4.6759
Si  6.8391  1.3078  4.922
Si  4.06  4.1214  4.6431
Si  9.5322  4.0669  4.9063
Si  1.3551  6.8727  4.8989
Si  6.8357  6.8066  4.6889
Si  4.1043  9.5667  4.8988
Si  9.5694  9.5708  4.75
Si  2.6153  0.0463  6.1061
Si  8.2266  -0.1288  6.2787
Si  -0.0192  2.655  6.2083
Si  5.3775  2.7749  6.0736
Si  2.7497  5.4322  6.1412
Si  8.0949  5.4444  6.1883
Si  -0.005  8.3026  6.2359
Si  5.5652  8.1549  6.1623
Si  3.474  1.9472  7.18
Si  10.0233  0.8348  7.4814
Si  1.7733  3.6629  7.3596
Si  6.2109  4.5307  7.389
Si  4.6354  6.3101  7.2607
Si  9.1656  7.1967  7.3326
Si  0.8942  10.1603  7.5256
Si  7.4079  8.8924  7.504
O  4.5599  6.6008  8.8892
O  1.4118  3.9884  8.9552
O  9.7705  6.5607  8.7454
O  1.3127  10.1046  9.1557
O  6.0873  4.2244  9.0308
O  3.7264  1.6095  8.7644
O  7.1346  8.9692  9.1554
O  9.6585  1.0845  9.0865
O  8.274  2.5999  22.7242
O  10.9116  5.7017  22.6138
O  5.8994  -0.1408  22.6377
O  5.4433  5.5092  22.6564
O  2.0892  2.8123  22.4698
O  3.3794  7.808  22.4987
O  -0.3293  11.0206  22.6209
Si  2.1807  2.9658  12.9078
Si  8.6958  1.3114  10.3775
Si  1.0961  4.4954  15.3673
Si  7.5669  5.5865  12.1987
Si  2.4918  8.1338  21.1824
Si  5.4341  7.7868  12.4871
Si  9.3086  0.4548  15.5344
Si  2.9714  -0.0547  16.6891
Si  10.4851  1.1596  12.6286
Si  7.7717  2.8436  21.2157
Si  9.1731  8.7865  14.4843
Si  1.4853  4.7797  10.3789
Si  4.5857  9.4648  19.1483
Si  11.0763  6.1762  21.0587
Si  6.6565  10.4459  14.8758
Si  5.4542  0.6594  21.2916
Si  2.356  9.8136  10.3885
Si  0.4532  10.5144  21.2929
Si  5.9553  5.3518  21.1298
Si  3.6508  7.09  10.1223
Si  9.0804  5.6859  14.8323
Si  3.737  4.0803  19.1397
Si  10.0606  3.6592  19.3172
Si  4.2904  8.6534  15.3884
Si  0.5128  1.9146  17.1971
Si  7.0175  7.5881  19.2522
Si  5.3141  3.6352  16.7652
Si  7.858  5.0215  17.5086
Si  6.6733  9.9271  10.3944
Si  4.3875  1.0622  10.1146
Si  -0.0126  9.0918  11.9197
B  9.5324  8.5826  20.2391
Si  4.5938  1.6697  14.6074
Si  2.5127  2.0001  21.1218
Si  6.3404  3.3471  10.3806
Si  3.4486  5.9065  16.7616
Si  9.894  6.5423  10.36
O  0.1959  2.6276  18.633
O  2.963  9.6277  15.6003
O  10.8386  4.835  20.1534
O  7.5872  2.4061  9.95
O  10.9331  5.3438  10.8123
O  6.6194  6.736  12.8746
O  10.3322  8.0627  10.8039
O  7.7086  9.4601  14.0239
O  8.419  6.2174  10.9647
O  5.3657  10.5224  20.0914
O  2.1797  3.7369  11.4511
O  8.2762  8.5853  19.6472
O  6.4286  6.8113  20.571
O  5.5498  2.7257  15.4308
O  1.3614  0.859  20.7384
O  6.0676  9.0599  11.6494
O  4.64  4.9856  16.1392
O  6.6527  3.9386  17.65
O  10.5396  10.6694  11.8363
O  5.6256  0.5022  14.0213
O  8.0398  5.0885  15.9052
O  9.7759  9.8147  15.6119
O  -0.3692  5.1334  15.1364
O  1.6306  6.7991  20.7643
O  1.5647  0.6346  17.2199
O  6.5678  1.7886  20.8828
O  1.034  1.7913  12.8519
O  3.2307  5.4486  18.3403
O  9.5428  2.0105  11.6023
O  1.0607  3.1006  16.2163
O  8.6281  5.1577  13.3607
O  10.3188  8.5823  13.3366
O  1.5141  9.3422  21.6639
O  10.2438  9.7906  20.3231
O  3.1815  0.224  10.8778
O  5.0776  2.3759  10.8351
O  1.774  4.1462  13.94
O  7.9364  10.8652  10.8611
O  9.2155  4.4395  18.1676
O  5.6744  9.4836  15.7857
O  5.5424  -0.0232  9.7728
O  3.619  2.2999  13.4233
O  2.0013  5.6587  16.057
O  9.7397  1.052  14.0717
O  4.4182  6.947  11.5389
O  4.7922  4.642  20.2424
O  10.0108  1.3336  16.6873
O  6.6857  4.3212  11.6516
O  5.7803  8.4665  18.6254
O  9.0665  2.7253  20.2238
O  3.6589  1.127  15.8199
O  4.3175  3.0795  17.9579
O  10.0031  7.3747  20.7325
O  3.3665  8.6683  9.8269
O  3.9674  7.4218  16.4241
O  7.6731  0.4742  15.7395
O  8.9697  7.2967  15.0612
O  3.9651  1.3209  21.453
O  1.6117  9.1442  11.6993
O  2.329  6.1612  10.2043
O  7.4885  6.4796  18.1432
O  7.2603  4.3826  21.0715
O  4.57  8.216  13.8229
O  3.4485  8.5911  19.9466
O  2.6627  3.1288  19.9324
O  3.8113  10.3193  17.9803

Results
free energy: -129655.332 eV
free energy less fixed offsets of B -154.04, O -568.88, Si -635.61 eV per atom: -3.062 eV

Forces (eV/angstrom), in the order of the atoms: element, x, y, z
Si  0.0588  -0.1884  0.0371
Si  0.2942  -0.5013  -0.2108
Si  0.022  0.0248  0.0357
Si  0.0005  0.0455  -0.0822
Si  -0.0219  -0.0699  -0.0541
Si  0.1738  -0.0967  0.0605
Si  -0.0501  0.0737  -0.0635
B  -0.043  0.2316  -0.0072
Si  -0.0563  0.0502  -0.0535
Si  0.0035  0.1138  0.1385
Si  -0.0392  0.0313  -0.0538
Si  0.0165  0.0591  0.0333
Si  0.01  0.0063  0.0306
Si  -0.1918  0.1423  -0.0454
Si  -0.0416  0.0447  0.086
Si  -0.2667  0.1228  -0.0683
Si  -0.0072  -0.0314  0.0307
Si  0.1384  -0.0275  -0.3041
Si  0.0167  0.0039  -0.1513
Si  0.0108  0.0291  0.0172
Si  -0.0051  -0.0331  -0.1188
Si  0.0169  -0.0463  0.0581
Si  0.0014  -0.0272  0.0648
Si  0.056  -0.1052  -0.228
Si  0.0028  -0.0235  -0.0311
Si  -0.0667  0.0237  0.1758
Si  0.004  0.0585  0.185
Si  0.0144  0.0186  -0.0343
Si  0.0245  0.0731  0.0764
Si  0.0285  0.0015  -0.0641
Si  0.0118  -0.0068  -0.0265
Si  -0.0771  -0.029  0.2854
Si  -0.0166  -0.0096  0.0121
Si  0.0266  -0.0342  -0.0671
Si  -0.003  -0.004  -0.0282
Si  0.0598  -0.0083  0.0064
Si  0.0066  -0.0077  -0.0442
Si  0.0013  -0.0017  0.0198
Si  -0.0112  -0.0199  0.0223
Si  -0.0059  0.0205  -0.0257
Si  0.1595  -0.0649  0.0626
Si  -0.1721  0.1845  -0.0274
Si  0.1026  -0.1109  -0.003
Si  -0.1763  0.0884  -0.1074
Si  -0.0351  0.1651  -0.1095
Si  0.0848  -0.1393  0.0313
Si  -0.2224  0.0613  -0.0684
Si  0.1226  -0.0744  0.0138
Si  0.0612  -0.1151  0.0983
Si  -0.1596  0.0486  -0.0174
Si  -0.1735  0.1156  0.0112
Si  0.0822  -0.1015  0.0876
Si  -0.1484  0.116  -0.0007
Si  0.0863  -0.1548  0.1338
Si  0.1527  -0.1071  0.0965
Si  -0.0415  0.1293  -0.0042
Si  -0.0063  -0.0039  0.026
Si  0.0053  -0.0165  0.0127
Si  0.0063  -0.0124  -0.0083
Si  -0.0168  0.0048  0.0401
Si  0.0142  -0.0081  0.0141
Si  -0.0192  0.0134  0.0228
Si  0.0014  -0.0032  0.0377
Si  -0.0124  0.0025  -0.0132
Si  -0.0706  0.0016  -0.1661
Si  0.0085  -0.0101  0.0371
Si  -0.0324  -0.0104  -0.2066
Si  0.0143  -0.0322  0.0282
Si  0.0021  -0.0026  0.0504
Si  -0.0121  0.0425  -0.2108
Si  0.0171  -0.0109  0.025
Si  0.0366  0.0154  -0.1167
Si  0.0254  -0.0172  0.1326
Si  0.0029  0.0092  -0.0646
Si  0.0285  -0.0051  0.1529
Si  -0.0053  0.0216  -0.058
Si  -0.0214  0.0098  -0.0568
Si  0.0036  -0.0084  0.1272
Si  -0.0103  0.003  -0.0634
Si  0.0071  -0.0086  0.0776
Si  0.0015  0.0286  0.0288
Si  -0.0006  0.0026  -0.0003
Si  -0.0122  -0.0034  0.0047
Si  -0.0246  0.0037  0.0219
Si  0.0061  0.008  -0.0047
Si  0.0039  0.0168  0.0151
Si  -0.0089  0.0016  0.0093
Si  -0.0016  -0.0104  0.0078
Si  0.0328  -0.0349  -0.0085
Si  0.0003  -0.0071  0.03
Si  0.0027  0.0081  0.0345
Si  -0.0003  -0.0117  0.0083
Si  0.0043  0.009  0.0223
Si  0.0119  -0.0042  0.0059
Si  0.0061  -0.0064  0.0063
Si  0.0139  -0.0087  0.009
O  0.0013  -0.0037  -0.0018
O  -0.0041  -0.0036  -0.0259
O  -0.0022  -0.0006  -0.0039
O  -0.0047  0.0026  -0.0077
O  0.0016  0  -0.0056
O  0.0024  0.006  0.0233
O  0.006  0.0016  -0.0019
O  0.0069  0.0002  -0.0194
O  0.0101  -0.0072  0.0564
O  0.0186  0.0071  0.0343
O  -0.0006  0.0172  0.2343
O  -0.0262  0.0128  0.0101
O  0.0006  -0.011  -0.0035
O  0.0153  -0.0107  0.0512
O  -0.005  0.0324  0.0135
Si  0.0014  -0.0074  -0.0025
Si  -0.0099  0.0022  0.0022
Si  0.0012  -0.0018  -0.0063
Si  -0.0035  0.0038  -0.0076
Si  -0.0125  0.0009  -0.0197
Si  0.0041  -0.0015  -0.0076
Si  -0.0038  -0.0035  -0.0045
Si  -0.0043  0.0051  -0.0182
Si  0.0097  -0.0066  0.0019
Si  -0.0053  0.0046  -0.0267
Si  -0.0009  0.0031  -0.0091
Si  0.0033  0.0009  0.0053
Si  0.004  -0.0004  0.0008
Si  -0.0216  0.0199  0.0102
Si  0.0107  0.0078  -0.0054
Si  -0.0247  0.018  -0.0158
Si  0.004  0.0065  -0.0005
Si  -0.0128  0.014  -0.0021
Si  -0.0016  0.0178  -0.0021
Si  -0.0023  -0.0094  -0.0001
Si  0.0075  0.0013  -0.0099
Si  0.0041  -0.0018  -0.0079
Si  0.0044  -0.0019  -0.0052
Si  0.0048  0.0018  -0.005
Si  -0.0003  0.0005  -0.0085
Si  0.0082  0.0004  0.011
Si  -0.0006  0.0024  -0.0099
Si  0.003  -0.0052  -0.0039
Si  -0.0137  0.0063  0.0002
Si  -0.0023  0.0051  -0.0158
Si  -0.0033  0.0036  -0.0012
B  0.0145  -0.004  0.0109
Si  0.0009  -0.0023  -0.007
Si  -0.0025  0.0071  0.0044
Si  0.0095  -0.0047  -0.0025
Si  0.0058  -0.0065  -0.0052
Si  -0.002  -0.0041  -0.0001
O  -0.0017  0.0043  0.0033
O  0.0014  0.0018  0.0075
O  -0.002  0.0066  0.0046
O  0.0065  0.0058  0.0138
O  0.0024  0  -0.0047
O  0.0014  0.0006  -0.0036
O  0.0037  -0.0022  -0.001
O  0.0008  -0.0036  0.0029
O  -0.0011  -0.0033  0.0005
O  0.0016  0.0032  -0.0066
O  0.0002  0.0036  -0.0049
O  0.0179  0.0001  -0.0005
O  -0.0016  -0.0023  -0.0053
O  0.0022  -0.0001  0.0028
O  0.0142  -0.0008  -0.0027
O  0  0.0028  -0.0057
O  -0.0005  0.0037  0.0048
O  0.0053  0.004  -0.0003
O  0.0021  -0.0021  0.0002
O  0.0017  -0.0028  0.0048
O  0.001  -0.0011  0.0099
O  0.0043  -0.0029  0.0017
O  0.0032  0.0014  -0.0004
O  0.0142  0.0065  -0.0058
O  0.004  0.0008  0.0026
O  0.0143  0.0117  0.0001
O  0.0004  -0.0023  0.0024
O  0.0041  0.0006  -0.0004
O  -0.0056  -0.0009  -0.0105
O  0.0001  -0.0009  0.005
O  -0.0014  0.0001  0.0012
O  0.001  0.0008  0.002
O  0.0144  -0.0028  -0.0064
O  -0.0043  -0.0081  -0.0017
O  0.0013  0.0001  0.0017
O  -0.0011  -0.0071  -0.0015
O  0.0004  -0.0025  0.0013
O  -0.0029  0.003  -0.0038
O  0.0023  -0.0043  0.0035
O  0.0014  -0.0007  0.004
O  0.0106  -0.0023  -0.0048
O  -0.0016  0.0031  0.0012
O  0.0038  0.0004  0.0013
O  0.0065  0.0006  -0.0007
O  0.0028  -0.0011  -0.0052
O  0.0053  0.0058  -0.0004
O  0.008  -0.0011  0.003
O  0.0023  -0.0013  -0.0039
O  -0.0044  0.0023  -0.0001
O  -0.0026  -0.0043  0.0073
O  0.0031  0.001  0.0088
O  0.001  -0.0016  0.0007
O  0.0051  -0.0024  -0.0179
O  0.0024  -0.0006  0.0015
O  0.0017  -0.0013  0.0001
O  0.0029  -0.0019  0.0022
O  0.0005  -0.0012  0.001
O  0.0008  0.0015  -0.0041
O  -0.0022  0.0015  -0.0025
O  0.0082  -0.0036  0.0033
O  0.004  -0.0035  -0.0055
O  0.0033  -0.0131  -0.001
O  0.004  -0.0025  -0.0039
O  0.0054  -0.0009  -0.0001
O  -0.0015  -0.0053  -0.0009
O  0.0105  -0.0062  0.0085

The program warned: the cutoff lies below the one the program advises for these potential files; the forces do not sum to zero within the program's tolerance; the exchange-correlation potential is rough where the density is thin.
